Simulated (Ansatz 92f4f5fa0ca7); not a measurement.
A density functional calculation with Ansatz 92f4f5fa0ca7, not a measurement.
Periodic cell of 192 atoms, Si128O64, from a study of silicon, its oxide and their interface. The atomic structure is a simulated model.
This geometry differs little from another in the collection (a relaxation step or a small displacement).

Settings: functional r2SCAN; potential files Ansatz PAW; basis plane waves; wave-function cutoff 800 eV; density cutoff ratio 5; exchange-correlation grid ratio 1; k mesh 1 x 1 x 1, shifted by 0.5 0.5 0 of a step; self-consistency stop 1e-10 eV per atom in the density residual; occupations fixed; spin none; net charge 0.

Cell vectors (angstrom)
a	10.888	0	0
b	0	10.888	0
c	0	0	28.6107

Atoms: element, x, y, z (angstrom)
Si	0.1508	-0.2139	0.5103
Si	2.4123	2.8103	0.1156
Si	0.1472	5.0361	-0.1573
Si	2.2368	8.4675	0.1768
Si	5.6	-0.105	0.0004
Si	7.8117	3.1181	-0.0203
Si	5.6614	5.421	-0.0396
Si	7.9937	8.6768	0.0632
Si	1.3767	1.3845	1.6261
Si	4.053	4.1417	1.2178
Si	1.1435	6.755	1.3025
Si	3.9983	9.5909	1.3032
Si	6.7563	1.4539	1.3167
Si	9.4543	4.112	1.3304
Si	6.8825	6.9144	1.2759
Si	9.4588	9.5088	1.6904
Si	-0.1018	2.7613	2.7848
Si	2.7716	0.0014	2.8449
Si	-0.0968	8.0293	2.8615
Si	2.6661	5.4803	2.6223
Si	5.3692	2.7764	2.6746
Si	8.0993	0.1342	2.8037
Si	5.4111	8.212	2.6381
Si	8.1738	5.5286	2.709
Si	1.3345	4.126	4.0559
Si	4.1056	1.4045	4.1365
Si	1.341	9.4785	4.0922
Si	4.0544	6.8251	4.0062
Si	6.7789	4.1205	4.0173
Si	9.4817	1.4117	4.1733
Si	6.7409	9.5751	4.0671
Si	9.4653	6.7543	4.2294
Si	-0.0138	-0.012	5.4417
Si	2.6937	2.7521	5.4324
Si	0.0049	5.4229	5.5054
Si	2.7234	8.1521	5.444
Si	5.4412	0.0276	5.4869
Si	8.1182	2.7802	5.4679
Si	5.4152	5.4641	5.3885
Si	8.1089	8.2066	5.4582
Si	1.363	1.3533	6.7861
Si	4.0821	4.0963	6.7843
Si	1.3743	6.799	6.8283
Si	4.0744	9.527	6.8046
Si	6.8124	1.3778	6.8354
Si	9.5229	4.0712	6.8384
Si	6.7704	6.8079	6.7846
Si	9.5191	9.5281	6.815
Si	0.0088	2.6939	8.1601
Si	2.7257	0.0023	8.1574
Si	0.0061	8.164	8.1725
Si	2.7407	5.4359	8.1744
Si	5.4405	2.7366	8.1685
Si	8.1844	0.008	8.1807
Si	5.4332	8.1563	8.1543
Si	8.1611	5.4601	8.149
Si	1.3835	4.0485	9.5084
Si	4.1019	1.3469	9.5208
Si	1.3884	9.5189	9.5213
Si	4.1037	6.7941	9.5316
Si	6.8275	4.0893	9.5171
Si	9.5701	1.343	9.5367
Si	6.8214	9.4938	9.4976
Si	9.5339	6.7868	9.5206
Si	0.0367	-0.0288	10.8927
Si	2.7401	2.696	10.8856
Si	0.0302	5.416	10.8575
Si	2.7591	8.1617	10.8869
Si	5.4807	-0.0367	10.8548
Si	8.2162	2.7305	10.8611
Si	5.4769	5.4427	10.8902
Si	8.1676	8.137	10.8795
Si	1.4097	1.3126	12.2605
Si	4.1206	4.0634	12.2186
Si	1.3896	6.7812	12.2057
Si	4.1506	9.4965	12.2587
Si	6.891	1.3068	12.1641
Si	9.5821	4.069	12.2511
Si	6.8248	6.7907	12.2859
Si	9.5535	9.4781	12.2122
Si	0.0451	2.6726	13.6027
Si	2.7891	-0.0528	13.618
Si	0.01	8.1129	13.5639
Si	2.7695	5.4556	13.5648
Si	5.5191	2.6395	13.4735
Si	8.2446	-0.0289	13.5694
Si	5.497	8.1667	13.6865
Si	8.2239	5.4347	13.6143
Si	1.4331	4.034	14.8955
Si	4.2141	1.3021	14.9045
Si	1.3933	9.455	14.9163
Si	4.0925	6.812	15.0191
Si	6.9032	3.9448	14.8365
Si	9.6395	1.2691	14.9822
Si	6.9186	9.5441	15.0089
Si	9.5613	6.7891	15.0172
Si	-0.0105	-0.2519	16.3556
Si	3.0939	2.9206	16.1284
Si	0.2388	5.5297	16.2305
Si	2.3614	7.8591	16.3199
Si	5.7651	0.2282	16.3336
Si	8.0279	2.3925	16.2353
Si	5.3196	5.1011	16.0475
Si	8.5615	8.4922	16.3401
Si	1.5722	17.699	21.6459
Si	31.1271	-20.5692	26.8868
Si	-5.4302	16.8909	18.7589
Si	3.6414	1.3355	20.8482
Si	-5.6545	21.0313	19.2957
Si	-2.6682	29.0906	24.1188
Si	-1.5938	7.0565	21.4272
Si	-25.1844	-2.7562	19.2807
Si	-28.8099	-17.5394	25.2574
Si	-9.3733	-28.2342	23.3956
Si	14.0789	7.9268	19.1059
Si	-22.6662	-7.3061	18.4102
Si	3.4274	29.7896	23.658
Si	-5.4655	3.9153	20.8545
Si	8.7735	20.3761	25.9087
Si	36.693	1.5448	26.4228
Si	10.7717	32.9799	24.6312
Si	23.293	-9.3557	18.468
Si	-0.6649	-16.612	25.3218
Si	-7.2329	-4.2006	26.5755
Si	-0.9427	-29.837	23.4331
Si	-13.363	-50.3524	21.0635
Si	27.2602	-26.7118	23.2967
Si	13.8217	32.8131	23.7491
O	-3.0114	18.8826	-10.8852
O	-11.2961	37.9455	-1.6903
O	-8.0835	12.7637	-1.1785
O	-6.2853	-18.7742	-2.6334
O	-15.0563	-1.2524	-0.3651
O	10.6799	1.2932	-2.669
O	-5.9829	22.2956	-8.381
O	-8.8832	7.748	-5.7065
O	9.1814	6.3461	-3.6328
O	24.2517	8.5748	-10.8104
O	6.1546	-5.2687	-11.2527
O	36.241	-20.9196	-3.5667
O	0.7053	-16.3984	-4.1601
O	8.9843	7.836	-5.8122
O	-12.9173	3.1994	-6.2908
O	4.9754	-27.963	-9.0756
O	14.9964	-4.0893	18.4161
O	9.6553	-7.169	24.7817
O	-14.8532	-26.158	23.6761
O	8.7932	18.8618	20.1929
O	-16.6892	11.4928	27.2106
O	-10.8932	6.8402	21.3367
O	-0.9965	-20.568	23.5815
O	-1.1647	9.5589	16.822
O	19.3621	-16.1189	21.4639
O	-17.4939	-18.9724	21.0549
O	5.1084	-0.3744	17.7122
O	21.0466	20.6402	25.0645
O	-10.0784	-10.6099	17.6874
O	-4.1698	-1.3488	19.5583
O	22.9426	-1.2464	28.3057
O	4.1826	4.0485	16.5888
O	1.9766	5.2973	22.1005
O	-7.831	-16.5852	26.3162
O	22.0876	13.4513	18.7257
O	21.4324	-6.0142	17.6061
O	-5.8096	6.3658	27.3291
O	-11.8303	33.2893	28.2491
O	6.4694	-14.8683	19.6278
O	17.8594	14.3741	20.6294
O	-7.2697	18.3862	25.1759
O	8.5375	2.5541	27.2183
O	13.1723	18.171	20.2687
O	1.347	10.9446	24.0378
O	5.4708	4.8892	22.1163
O	2.5968	2.2191	17.4986
O	3.1798	-10.0203	22.3234
O	-6.3348	-3.6928	22.8295
O	12.159	-7.0178	28.2384
O	2.7531	-3.2504	27.4895
O	8.7777	-7.9382	17.565
O	9.436	14.8865	19.8383
O	-23.7618	-2.2702	27.2861
O	14.5323	20.4847	23.6334
O	-3.0993	-2.2588	24.9623
O	1.3514	6.6274	16.6805
O	13.2312	12.0989	19.841
O	4.1234	-12.715	19.7505
O	0.5484	-18.5476	22.9177
O	-4.0138	12.2448	16.7816
O	-8.0887	-7.1246	24.1235
O	15.875	5.1643	24.6065
O	19.1876	-10.763	26.2483
O	28.5146	4.2643	28.0683

Results
free energy: -118374.957 eV
free energy less fixed offsets of O -570.45, Si -639.56 eV per atom: -2.477 eV

Forces (eV/angstrom), in the order of the atoms: element, x, y, z
Si	-0.0094	0.0064	-0.0348
Si	0.0027	-0.0065	-0.0448
Si	-0.0062	-0.0009	-0.0651
Si	0.0055	-0.0092	-0.0404
Si	-0.0032	0.0052	-0.0456
Si	0.006	-0.0024	-0.0446
Si	-0.0084	0.0102	-0.0459
Si	0.0115	0.0061	-0.0525
Si	-0.0005	-0.0001	0.0025
Si	0.0002	-0.0004	0.0023
Si	-0.0004	-0.0017	0.0011
Si	0.0003	0.0008	0.0017
Si	0.0007	0.0002	0.0031
Si	0.0007	-0.0003	0.0041
Si	-0.0002	0.0013	0.0023
Si	-0.0006	0.0004	0.0016
Si	-0.0022	-0.0002	0
Si	0.0013	-0.0001	-0.0004
Si	0.0013	-0.0007	-0.0001
Si	0.0013	0.0004	-0.001
Si	-0.0012	0	0.0006
Si	-0.0002	0.0013	-0.0012
Si	-0.0008	-0.0013	-0.0015
Si	0.0002	-0.0002	-0.0002
Si	0.0007	0	-0.0002
Si	0.0005	0.0001	-0.0003
Si	-0.0007	-0.0002	0.0005
Si	-0.0004	-0.0002	0.0005
Si	0.0001	-0.0003	0.0008
Si	0.0006	0	-0.0001
Si	0.0003	-0.0005	-0.0002
Si	-0.0002	-0.0007	0.0001
Si	0.0002	0	0.0008
Si	0.0001	0.0001	0.0004
Si	-0.0004	-0.0004	0
Si	0.0005	-0.0003	0.0001
Si	-0.0001	-0.0002	-0.0001
Si	-0.0003	0	0
Si	0.0001	-0.0002	-0.0006
Si	-0.0001	0.0001	0.0005
Si	0.0001	-0.0002	0.0004
Si	0.0001	-0.0003	0.0002
Si	0	-0.0003	0
Si	0	-0.0001	-0.0001
Si	0.0001	0.0001	-0.0001
Si	-0.0001	-0.0002	0
Si	0.0003	-0.0003	0.0003
Si	-0.0001	-0.0002	0
Si	-0.0002	-0.0005	0.0002
Si	-0.0001	-0.0002	0.0001
Si	-0.0001	-0.0002	0.0003
Si	0.0001	-0.0005	0.0003
Si	-0.0001	-0.0003	0.0002
Si	0.0003	-0.0003	0.0005
Si	0.0001	-0.0004	0.0002
Si	-0.0001	-0.0003	0.0002
Si	0.0001	-0.0001	0.0002
Si	0.0002	-0.0004	0.0004
Si	0.0001	-0.0006	0.0004
Si	0.0002	-0.0004	0.0002
Si	0.0002	-0.0005	0.0002
Si	0	0	0.0004
Si	0.0002	-0.0001	0.0003
Si	0.0001	-0.0004	0.0003
Si	0.0002	-0.0004	0.0006
Si	0.0001	-0.0001	0.0005
Si	0.0003	-0.0002	0
Si	-0.0002	-0.0005	0.0004
Si	0.0002	0.0001	0
Si	0	-0.0005	0
Si	0.0003	-0.0011	0.0005
Si	0.0001	0	0.0004
Si	0.0002	0	0.0005
Si	0.0005	-0.0005	0.0003
Si	0.0003	-0.0006	0.0001
Si	0.0005	0	0.0006
Si	0.0001	0	0
Si	0.0003	-0.0005	0.0008
Si	0.0004	-0.0005	0
Si	0.0002	-0.0003	-0.0001
Si	0.0005	0	-0.0013
Si	0.0003	0	-0.0009
Si	-0.0002	0	0.0004
Si	0.0008	-0.0004	0.0005
Si	0.0005	-0.0011	0.0005
Si	0.0005	0.0003	0.0001
Si	-0.0008	-0.0011	-0.0007
Si	0.0002	-0.001	-0.0012
Si	-0.0011	-0.001	0.0035
Si	-0.0013	-0.0004	0.0028
Si	0.0009	0.0003	0.0026
Si	0.0025	0.0007	0.0022
Si	0.0009	0.0004	0.0015
Si	0.0005	0.0001	0.0036
Si	-0.0003	-0.0015	0.0043
Si	-0.0004	-0.001	0.003
Si	-0.0089	-0.0058	-0.0413
Si	0.002	0.0049	-0.0376
Si	0.0068	0.006	-0.0401
Si	-0.0037	-0.0052	-0.0512
Si	0.0103	0.0085	-0.0485
Si	-0.0067	-0.0059	-0.0405
Si	-0.0081	-0.0078	-0.0443
Si	0.0114	0.0079	-0.0505
Si	-0.0003	0.0178	-0.1218
Si	0.0168	-0.0117	-0.0938
Si	0.0094	0.0148	-0.098
Si	0.0057	-0.0067	-0.129
Si	0.0058	-0.0053	-0.0964
Si	-0.0006	-0.0133	-0.1133
Si	-0.0121	-0.0023	-0.1139
Si	-0.0155	0.0063	-0.1044
Si	0.0011	0.0098	-0.1033
Si	0.0013	0.0073	-0.0978
Si	0.0115	0.0194	-0.1127
Si	0.0057	-0.0043	-0.1081
Si	-0.0141	0.0005	-0.1089
Si	-0.0068	-0.0115	-0.1064
Si	0.0025	-0.008	-0.1074
Si	-0.0073	0.0075	-0.1119
Si	0.0177	0.006	-0.0951
Si	-0.0122	-0.0026	-0.1023
Si	-0.0033	-0.0031	-0.1225
Si	-0.0046	-0.0096	-0.1179
Si	-0.0176	0.0151	-0.1073
Si	0.0061	0.0069	-0.1182
Si	0.0077	-0.0102	-0.1112
Si	0.0099	-0.0014	-0.1281
O	-0.0163	-0.0078	0.0761
O	0.0146	-0.0008	0.0967
O	-0.0168	0.0141	0.0569
O	0.0045	-0.0205	0.043
O	-0.0041	0.0003	0.0243
O	-0.0196	0.0081	0.0611
O	-0.0164	0.023	0.0498
O	0.0215	0.0118	0.057
O	0.0167	-0.0146	0.0488
O	0.0106	-0.0026	0.0682
O	0.0022	0.0103	0.0663
O	0.0182	0.023	0.0795
O	-0.0184	0.0057	0.0535
O	-0.0136	0.0084	0.0806
O	0.0289	-0.0217	0.0728
O	-0.0018	-0.0285	0.0642
O	-0.0003	0.0018	0.0403
O	0.0005	0.0181	0.0552
O	0.0114	0.0092	0.0389
O	0.0302	-0.0177	0.0656
O	0.0199	-0.0208	0.0571
O	0.0067	-0.0027	0.036
O	0.01	-0.0208	0.0467
O	-0.0028	-0.0034	0.0223
O	0.0045	0.0091	0.043
O	0.0005	0.0046	0.036
O	-0.0095	-0.0157	0.0754
O	-0.015	-0.0045	0.041
O	0.0194	0.0181	0.0485
O	0.0031	-0.0019	0.0321
O	-0.0011	0.0021	0.0224
O	0.0029	0.0013	0.024
O	-0.0023	-0.0252	0.0556
O	-0.0044	0.0146	0.051
O	-0.0002	0.0029	0.0339
O	-0.0141	-0.0207	0.051
O	0.0238	-0.0137	0.0556
O	0.0182	-0.0154	0.0532
O	0.0068	-0.0009	0.0371
O	0.0029	0.0032	0.0351
O	0.0047	-0.0209	0.0873
O	-0.0177	0.0162	0.0479
O	-0.0293	-0.0236	0.0828
O	-0.0216	0.0019	0.0393
O	-0.0013	0.0348	0.0836
O	-0.0158	-0.0174	0.0524
O	-0.0169	-0.0221	0.0964
O	-0.0038	0.0038	0.0428
O	0.002	0.0003	0.0255
O	-0.0196	0.0228	0.0581
O	0.0216	0.0145	0.0536
O	-0.0275	0.0115	0.0815
O	-0.0112	-0.0117	0.0719
O	0.0007	0.0001	0.037
O	0.0064	0.0279	0.0546
O	0.0015	0.0011	0.0227
O	0.0318	-0.0017	0.0706
O	-0.0027	0.0007	0.0367
O	0.0003	0.0014	0.0367
O	-0.0018	-0.0015	0.0215
O	0.024	-0.0018	0.0517
O	-0.0215	-0.0179	0.069
O	-0.0027	0.0129	0.0375
O	0.0008	-0.0014	0.0236

The program warned: the cutoff lies below the one the program advises for these potential files; the forces do not sum to zero within the program's tolerance; empty levels may hold ghost states of the PAW files; the exchange-correlation potential is rough where the density is thin.
